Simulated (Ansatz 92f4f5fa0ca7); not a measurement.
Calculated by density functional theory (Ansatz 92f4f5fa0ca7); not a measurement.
Periodic cell of 252 atoms, Si144O100N8, from a study of silicon, its oxide and their interface. The atomic structure is a simulated model.
Doubt: the cutoff is far below the 930 eV that the study's wrapper takes by default for these files, so forces and energies are approximate.
This geometry differs little from another in the collection (a relaxation step or a small displacement).

Settings: functional PBE; potential files Ansatz PAW; basis plane waves; wave-function cutoff 580 eV; density cutoff ratio 5; exchange-correlation grid ratio 1; k mesh 1 x 1 x 1, Gamma-centred; self-consistency stop 5e-08 eV per atom in the density residual; occupations fixed; spin none; net charge 0.

Cell vectors (angstrom)
a, 10.938, 0, 0
b, 0, 10.938, 0
c, -0.5492, 4.6506, 35.3858

Atoms: element, x, y, z (angstrom)
Si, 1.0743, 3.2259, 28.1749
Si, 3.703, 5.9186, 27.9326
Si, 0.4818, 9.1158, 27.9992
Si, 3.1952, 0.9246, 27.8263
Si, -4.9309, 3.7129, 27.6717
Si, -2.1277, 6.2511, 27.8813
Si, 6.7141, 8.6292, 27.891
Si, -1.8189, 0.3232, 28.0281
Si, 2.3003, 4.7216, 29.4281
Si, 4.9511, 7.5214, 29.1134
Si, 2.1412, -0.6975, 29.221
Si, 4.9661, 1.9713, 29.0291
Si, -3.3496, 4.7098, 29.1649
Si, -0.5502, 7.3939, 29.2343
Si, 7.7048, 10.0846, 29.4319
Si, -0.6228, 1.9879, 29.2218
Si, 0.8093, 6.045, 30.6334
Si, 3.5287, 8.8042, 30.5431
Si, 0.7574, 0.613, 30.6155
Si, 3.6476, 3.2406, 30.6198
Si, 6.2422, 6.0843, 30.5645
Si, 9.0634, 8.6964, 30.6914
Si, 6.2475, 11.5285, 30.5647
Si, -1.9894, 3.3366, 30.5755
Si, -0.5492, 4.6506, 31.9675
Si, 2.1853, 7.3851, 31.9675
Si, -0.5492, 10.1196, 31.9675
Si, 2.1853, 1.9161, 31.9675
Si, 4.9198, 4.6506, 31.9675
Si, 7.6543, 7.3851, 31.9675
Si, 4.9198, 10.1196, 31.9675
Si, 7.6543, 1.9161, 31.9675
Si, 1.3673, -1.3673, 3.418
Si, 4.1018, 1.3673, 3.418
Si, 1.3673, 4.1018, 3.418
Si, 4.1018, -4.1018, 3.418
Si, 6.8362, -1.3673, 3.418
Si, -1.3673, 1.3673, 3.418
Si, 6.8362, 4.1018, 3.418
Si, -1.3673, 6.8362, 3.418
Si, 2.8305, -0.1082, 4.6234
Si, 5.4688, 2.7084, 4.8116
Si, 2.7589, 5.4694, 4.8432
Si, 5.4505, -2.7972, 4.8927
Si, -2.768, 0.0347, 4.7746
Si, -0.0328, 2.7275, 4.8228
Si, 8.2192, 5.4556, 4.737
Si, 0.1245, -2.8393, 4.8117
Si, 1.3947, 1.1346, 5.8551
Si, 4.1293, 4.1005, 6.2036
Si, 1.4333, -4.2345, 6.3786
Si, 3.927, -1.442, 6.2018
Si, -4.1954, 1.2743, 6.2407
Si, -1.4466, 4.154, 6.2135
Si, 6.8225, -4.3103, 6.2089
Si, -1.3781, -1.4313, 5.9438
Si, 0.3447, -0.5693, 7.2576
Si, 2.7547, 2.4626, 7.1762
Si, -0.3845, -5.203, 7.7299
Si, 2.5192, -2.6115, 7.8207
Si, 4.9536, 0.2276, 7.4997
Si, -2.9856, 2.8715, 7.4908
Si, 5.8262, 4.9949, 7.7245
Si, -2.5779, -2.8996, 7.266
Si, 0.8181, 3.2834, 33.3348
Si, 3.5526, 6.0179, 33.3348
Si, 0.8181, 8.7524, 33.3348
Si, 3.5526, 11.4869, 33.3348
Si, 6.2871, 3.2834, 33.3348
Si, -1.9164, 6.0179, 33.3348
Si, 6.2871, 8.7524, 33.3348
Si, -1.9164, 0.5489, 33.3348
Si, 2.1853, 4.6506, 34.702
Si, 4.9198, 7.3851, 34.702
Si, 2.1853, 10.1196, 34.702
Si, 4.9198, 1.9161, 34.702
Si, -3.2837, 4.6506, 34.702
Si, -0.5492, 7.3851, 34.702
Si, -3.2837, -0.8184, 34.702
Si, -0.5492, 1.9161, 34.702
Si, 1.3673, 1.3673, 0.6835
Si, 4.1018, 4.1018, 0.6835
Si, 1.3673, 6.8362, 0.6835
Si, 4.1018, -1.3673, 0.6835
Si, 6.8362, 1.3673, 0.6835
Si, -1.3673, 4.1018, 0.6835
Si, 6.8362, -4.1018, 0.6835
Si, -1.3673, -1.3673, 0.6835
Si, 0, 0, 2.0507
Si, 2.7345, 2.7345, 2.0507
Si, 0, 5.469, 2.0507
Si, 2.7345, -2.7345, 2.0507
Si, 5.469, 0, 2.0507
Si, 8.2035, 2.7345, 2.0507
Si, 5.469, 5.469, 2.0507
Si, 8.2035, -2.7345, 2.0507
Si, -0.3217, -4.9612, 10.7901
Si, -5.4185, 1.7624, 12.3611
Si, 3.0112, 5.315, 22.0765
Si, 3.5372, 7.9706, 20.6371
Si, 1.8152, 7.3354, 25.7518
Si, -1.0848, 10.466, 15.6731
Si, 0.7719, 4.206, 18.3489
Si, 4.4765, 2.7443, 22.7459
Si, 3.5604, 6.0405, 12.8286
Si, 6.3963, 7.2882, 20.925
Si, 1.6144, 4.2938, 9.4127
Si, 8.7128, -2.1193, 18.075
Si, -1.2161, 2.449, 16.9987
Si, 3.4846, 9.1588, 17.7852
Si, 3.5716, 14.886, 17.3916
Si, -3.095, 3.2941, 19.1286
Si, 7.7567, -1.3028, 9.7302
Si, 11.1603, 4.8072, 21.2796
Si, 3.5466, 8.781, 23.5756
Si, 8.2574, 0.7579, 13.5056
Si, -4.04, 3.5539, 10.3406
Si, 8.1878, 3.6812, 14.7968
Si, -1.2481, 16.8914, 19.1735
Si, 1.0145, 1.509, 9.3579
Si, 5.3408, -4.4382, 23.6433
Si, -0.1837, 5.0141, 25.8285
Si, 6.1594, 7.7597, 16.8421
Si, 4.69, -1.6506, 10.0298
Si, -1.8723, 1.6092, 9.9659
Si, -7.3779, 8.8933, 12.9498
Si, 3.8896, 6.3546, 9.6357
Si, -4.2723, 4.1321, 24.6299
Si, -0.3976, -2.6554, 9.2199
Si, 2.836, 0.2897, 11.4561
Si, -10.7923, 1.4419, 12.1869
Si, -2.8197, 9.8512, 20.7388
Si, 3.8508, 12.0201, 16.9098
Si, 1.405, 4.1303, 12.3839
Si, -2.3306, -10.473, 23.2269
Si, 7.8954, 5.6344, 12.2763
Si, 5.9609, 7.3558, 13.7899
Si, 4.2628, 11.5547, 24.8553
Si, 5.9044, 16.2579, 18.4908
Si, 7.1586, -0.1226, 25.749
Si, 6.6207, 12.3119, 21.2922
Si, 1.9998, -0.735, 15.4309
Si, 5.3448, 3.0008, 15.2322
Si, 9.5941, 14.2527, 23.5436
O, -2.6263, 2.83, 10.7573
O, -4.4593, 7.7858, 15.2577
O, 2.7279, -5.5233, 8.9508
N, 6.872, 3.8151, 8.568
O, -0.3347, 3.9117, 24.66
O, 9.0489, -0.522, 21.9803
O, 9.0431, 2.062, 8.4014
O, 5.6619, 14.5056, 23.484
O, 2.368, 8.1119, 24.4532
O, 8.7334, 15.5736, 19.376
O, 3.7715, 1.9216, 23.9823
O, -3.4807, 13.4684, 20.5037
O, 7.72, 7.404, 27.4351
N, -0.2196, 1.7416, 10.5359
N, -1.3128, -3.7602, 8.1755
O, -3.4552, -1.801, 8.1887
O, 4.0234, 1.5583, 7.7168
O, -1.6176, -1.8312, 9.99
O, -0.6686, -0.7432, 27.4779
O, 4.7552, 4.7597, 27.408
O, 6.5193, 9.4948, 26.4858
O, -2.3415, 10.4847, 14.5831
O, 4.1143, 10.6877, 17.8359
O, -1.5869, 5.5883, 26.4577
O, -1.0009, 1.0194, 16.2954
O, 2.0768, 2.0963, 27.5223
O, 6.2825, 17.4105, 22.3198
O, -0.1435, 5.5226, 18.0627
O, 6.737, 3.8074, 15.5349
O, 7.6751, 8.2937, 21.0085
O, 4.9229, 6.0672, 13.7449
O, 0.1103, 0.5639, 8.4036
O, 2.9919, 6.5775, 26.5976
O, -0.5597, 6.126, 20.6603
O, 5.3007, 5.8411, 9.0261
O, 8.1949, 10.479, 24.5154
O, -1.5813, 3.6746, 15.9472
O, 2.5547, 0.7344, 15.9413
O, 0.7017, 6.2552, 25.2709
O, 8.9459, 9.8478, 19.3272
O, 3.0359, 8.6943, 22.0134
N, 1.6527, 2.8782, 8.4672
O, 3.953, 6.0673, 11.2344
O, -1.8736, 6.0739, 11.2336
O, -4.4586, 14.7447, 18.4297
O, 8.5465, 2.2463, 18.1135
O, 1.4324, 0.4209, 12.3293
O, -6.0297, -0.3705, 9.0416
O, -2.7194, 2.1901, 14.2065
N, 3.7223, -2.9217, 9.1479
O, -2.8011, 3.913, 23.9707
O, -4.7391, 5.7144, 24.7894
O, 3.2735, 17.2821, 20.8049
O, 6.4053, 17.0323, 19.8264
O, 4.9855, 8.0628, 23.9521
N, 0.0606, 5.0619, 9.338
O, 0.5964, 4.2508, 27.0093
O, -5.7976, 8.2503, 20.5691
O, 3.5717, 2.3728, 17.887
O, 3.8471, 5.8511, 23.377
O, -1.2783, 0.7809, 12.6408
O, 0.9311, 4.0441, 19.9878
O, 2.3481, 0.7667, 9.9686
O, 6.4371, -4.7259, 17.2485
O, 8.4035, 4.7629, 13.5863
O, -5.1871, 2.535, 10.9272
O, 6.8172, 10.8517, 20.5738
O, 12.3347, 16.2212, 22.3102
O, -4.1221, 4.8639, 11.319
O, 3.5558, 0.4103, 26.308
O, 4.3126, 5.0301, 18.3701
O, 6.5857, 3.4474, 26.128
O, 6.7863, 0.6969, 12.721
O, 11.3473, 10.1871, 15.0429
O, 4.1653, 3.9574, 15.8599
O, 4.0172, 12.1026, 12.1649
O, 1.1242, 8.4952, 26.6402
O, 13.0019, 4.4981, 17.4363
O, 5.0642, 1.764, 21.5595
O, 1.991, 14.6655, 10.9092
O, -1.8809, 7.3129, 18.5919
O, -0.8326, 3.8411, 22.0769
O, 13.5965, 4.736, 13.2448
O, 5.8763, 0.6993, 25.154
N, 0.9293, -1.8936, 8.3049
O, 2.2609, -1.7735, 16.6887
O, -1.3403, 9.3164, 16.8035
O, -1.2619, 1.6641, 23.5706
O, 14.4377, 14.6981, 21.913
O, 0.3016, -3.4744, 10.4567
O, 11.0808, 2.8189, 17.7894
O, 5.3262, 2.7995, 13.6133
O, 0.6194, 2.8262, 12.9937
O, -4.6058, -1.8636, 10.4711
O, 5.1502, 8.6468, 13.23
O, 7.2682, 1.2655, 22.7755
O, 7.1404, -2.1431, 17.6303
N, 3.5728, -1.2834, 11.3806
O, 4.6278, 8.1439, 17.2207
O, 0.3984, 5.3765, 12.1204
O, -2.9036, 0.2954, 10.032
O, 2.889, 9.8177, 14.1108
O, -2.8569, 0.7686, 26.7972
O, 2.7653, 7.4552, 13.0553
O, 3.8028, 10.3309, 23.9102
O, 5.1457, 1.5216, 15.9662
O, -3.696, 7.009, 12.8564
O, 2.9386, 19.5571, 19.2495

Results
free energy: -151498.277 eV
free energy less fixed offsets of N -385.13, O -568.88, Si -635.61 eV per atom: -1.397 eV

Forces (eV/angstrom), in the order of the atoms: element, x, y, z
Si, 0.015, -0.0055, -0.0119
Si, 0.0061, -0.0251, 0.0206
Si, 0.0177, -0.0112, 0.0362
Si, 0.0063, -0.0076, 0.0484
Si, 0.0037, -0.0002, 0.0074
Si, 0.0085, -0.0191, -0.0119
Si, -0.0042, -0.0092, 0.0188
Si, -0.0055, 0.0214, -0.0039
Si, -0.0006, 0.0134, 0.0083
Si, -0.0172, 0.0154, 0.015
Si, 0.0108, 0.001, 0.0095
Si, 0.0079, -0.0155, 0.0127
Si, 0.0068, -0.0139, 0.0155
Si, 0.0077, -0.0001, 0.025
Si, 0.0099, -0.0085, 0.0232
Si, -0.0187, 0.0064, 0.0191
Si, 0.0066, -0.0058, -0.0125
Si, 0.0125, 0.0112, -0.0055
Si, 0.0084, -0.0043, 0.0014
Si, -0.0132, 0.006, 0.0004
Si, -0.0055, -0.0004, 0.0138
Si, -0.0072, 0.0119, -0.0089
Si, 0.008, -0.0092, -0.0053
Si, 0.0041, -0.014, -0.0107
Si, -0.2811, 0.0572, -0.0903
Si, 0.0866, 0.3549, -0.0889
Si, 0.2118, 0.0455, 0.3753
Si, 0.1055, 0.0662, 0.0249
Si, 0.3312, 0.138, 0.1001
Si, -0.1995, -0.3226, 0.348
Si, -0.2331, 0.2188, -0.2719
Si, -0.2533, 0.1467, -0.1755
Si, -0.0094, -0.7451, -0.6433
Si, 0.5578, 0.1931, -0.5473
Si, 0.0698, -0.0336, 0.507
Si, -0.0897, 0.085, 0.2971
Si, -0.2715, -0.2089, 0.4689
Si, -0.2962, 0.3571, -0.0355
Si, -0.0123, -0.3175, -0.0721
Si, 0.404, 0.0499, -0.0522
Si, 0.0143, 0.0099, -0.0047
Si, 0.0033, 0.0006, -0.0267
Si, 0.0516, -0.0259, -0.0517
Si, -0.0153, 0.0116, -0.0249
Si, -0.0162, -0.0111, -0.0044
Si, -0.021, 0.0274, -0.049
Si, -0.0234, 0.0032, 0.0135
Si, -0.0191, 0.0297, -0.0647
Si, -0.0827, -0.2675, 0.16
Si, -0.0208, -0.0345, 0.0365
Si, -0.087, 0.0765, 0.134
Si, -0.0004, 0.1215, 0.1085
Si, 0.0344, 0.0765, 0.0339
Si, -0.025, 0.0571, 0.0652
Si, 0.0906, -0.0234, 0.0443
Si, -0.0092, -0.0968, 0.0964
Si, 0.1938, 0.2446, -0.3569
Si, 0.032, 0.0636, -0.0975
Si, 0.0186, -0.0879, -0.1711
Si, -0.0253, 0.0088, -0.2022
Si, -0.0846, -0.1395, -0.1962
Si, -0.0734, 0.04, -0.0378
Si, 0.0359, -0.0185, -0.0733
Si, -0.011, -0.0347, -0.0802
Si, 0.0948, 0.0464, -0.0441
Si, -0.0123, -0.0262, -0.0636
Si, 0.1702, 0.1339, 0.04
Si, -0.0653, -0.1015, 0.0255
Si, 0.1453, 0.1135, 0.0423
Si, -0.0846, -0.0975, 0.0455
Si, 0.088, -0.019, -0.0396
Si, -0.0193, -0.0599, -0.0523
Si, -0.0431, 0.0404, 0.0044
Si, -0.0446, -0.0242, -0.0078
Si, -0.0458, -0.0295, 0.0021
Si, -0.0382, 0.0946, -0.0456
Si, 0.0471, -0.0152, -0.007
Si, -0.0426, -0.0032, -0.0529
Si, -0.0029, 0.0449, -0.0009
Si, -0.0076, -0.0251, -0.0012
Si, 0.025, 0.0072, 0.0247
Si, -0.0381, 0.0495, 0.0103
Si, 0.1548, -0.0841, 0.0121
Si, -0.0079, -0.0443, 0.0147
Si, 0.1306, -0.1043, -0.0079
Si, 0.0088, -0.0411, 0.0101
Si, 0.0161, -0.0504, 0.0227
Si, -0.091, 0.1222, 0.0094
Si, -0.0218, -0.1024, 0.0867
Si, -0.0263, -0.0728, 0.0382
Si, -0.1155, 0.0352, -0.0099
Si, -0.1398, 0.0586, -0.0881
Si, -0.0558, 0.1178, -0.0711
Si, -0.0577, -0.022, -0.0491
Si, -0.0306, -0.0666, 0.0633
Si, 0.0688, 0.0151, 0.0668
Si, 0.0097, 0.0129, -0.0061
Si, -0.007, 0.0002, -0.0013
Si, -0.0056, 0.0003, 0.0046
Si, 0.0013, 0.0016, 0.0092
Si, -0.0198, -0.017, -0.0173
Si, 0.0014, 0.0019, 0.0078
Si, -0.0003, 0.0008, -0.0019
Si, 0.0105, -0.0009, 0.0033
Si, 0.0048, -0.0042, -0.0005
Si, 0.0018, -0.0026, 0.004
Si, 0.0113, 0.0163, -0.0744
Si, 0.002, -0.0045, 0.0075
Si, -0.0072, -0.0047, 0.0064
Si, 0.0032, 0.0014, 0.0031
Si, -0.0012, -0.0004, 0.0041
Si, -0.0005, 0.0035, 0.0092
Si, -0.0067, 0.0286, 0.0291
Si, -0.0047, -0.0007, 0.0039
Si, -0.0153, 0.008, -0.0032
Si, 0.0082, 0.0051, -0.0084
Si, 0.031, -0.0037, -0.005
Si, -0.0019, -0.015, -0.0212
Si, -0.0002, 0.0018, 0.0038
Si, 0.0338, -0.0242, -0.0076
Si, 0.009, -0.0052, 0.0054
Si, 0.0041, 0.0187, 0.0202
Si, 0.0022, -0.0031, 0.0049
Si, 0.0067, -0.0161, 0.0183
Si, -0.0147, 0.0032, 0.0047
Si, 0.0005, 0.004, -0.0102
Si, -0.0381, 0.0312, -0.0245
Si, 0.0062, -0.0075, 0.0148
Si, -0.1021, -0.0402, 0.1164
Si, 0.0128, -0.0155, -0.0176
Si, -0.0132, 0.0021, -0.011
Si, 0.0012, -0.0018, 0.0086
Si, -0.0001, 0.001, 0.0106
Si, -0.0005, -0.0033, -0.0072
Si, -0.0073, -0.0105, 0.0033
Si, -0.0051, -0.0063, 0.0025
Si, -0.005, 0.0048, 0.0017
Si, 0.0227, -0.0012, 0.0226
Si, 0.002, -0.0049, 0.0073
Si, -0.0117, 0.0263, -0.006
Si, 0.0068, 0.0013, 0.0094
Si, 0.003, 0.0024, 0.0013
Si, 0.0034, 0.004, 0.0017
Si, -0.0021, 0.0208, 0.0085
O, -0.0021, 0.0013, -0.006
O, -0.0012, 0.0007, 0.0015
O, 0.0095, -0.0072, 0.0455
N, 0.013, -0.024, 0.059
O, -0.0118, -0.01, -0.0061
O, 0.0035, 0.0017, -0.0024
O, -0.0152, 0.018, 0.0088
O, -0.0158, -0.0001, -0.0099
O, 0.0124, 0.0113, -0.0047
O, 0.0022, 0.003, -0.01
O, -0.0055, 0.0076, -0.0066
O, -0.0052, -0.0072, -0.0005
O, -0.0001, 0.009, -0.0134
N, -0.0175, 0.0108, 0.0282
N, -0.0029, 0.074, 0.0083
O, 0.009, -0.0014, 0.0007
O, 0.0273, 0.0014, 0.0513
O, -0.0046, -0.0053, -0.0266
O, -0.0166, 0.0151, -0.0422
O, -0.014, 0.0172, -0.01
O, 0.0072, 0.0324, -0.0255
O, -0.0002, 0.0036, -0.0018
O, -0.003, -0.0032, -0.0063
O, 0.0314, -0.0224, -0.0192
O, -0.0022, 0.0016, -0.0067
O, -0.028, 0.0179, -0.022
O, -0.002, 0.002, -0.004
O, -0.0052, -0.0029, 0.0029
O, 0.005, -0.0041, -0.008
O, -0.0014, 0.0037, -0.0049
O, 0.0004, 0.0042, -0.0062
O, -0.0448, 0.0003, 0.0774
O, -0.0074, 0.0105, -0.013
O, 0.0015, 0.0034, 0.0006
O, 0.0418, -0.0194, -0.0033
O, 0.0157, -0.0026, -0.0121
O, 0.0023, -0.0045, -0.0031
O, 0.0002, -0.0011, -0.0032
O, 0.0033, 0.0024, 0.0199
O, -0.0029, 0.0009, -0.0058
O, 0.0044, -0.0044, -0.0029
N, -0.0641, -0.0168, 0.0834
O, -0.0077, -0.0048, 0.0263
O, -0.0133, 0.0008, 0.0004
O, 0.0004, 0.0057, -0.0037
O, 0.0037, 0.0011, -0.0085
O, -0.0119, 0.0054, 0.0083
O, 0.0003, -0.0103, 0.0885
O, -0.0121, 0.0175, 0.0201
N, 0.1052, -0.0352, 0.1432
O, 0.0171, -0.0082, -0.0047
O, -0.0081, 0.003, -0.0018
O, 0.0035, 0.0045, -0.0029
O, -0.0012, 0.0069, -0.0035
O, -0.0015, -0.0012, -0.0002
N, -0.0039, -0.0135, 0.0782
O, -0.0137, 0.0087, -0.0272
O, -0.0037, -0.0091, -0.0022
O, -0.0008, 0.0008, -0.0086
O, -0.0017, 0.0009, 0.0008
O, -0.0035, -0.0005, 0.0046
O, -0.0014, 0.0017, 0.0038
O, 0.0057, 0.0026, 0.0105
O, -0.0037, 0.0019, -0.002
O, -0.0027, -0.0119, 0.0113
O, -0.0057, -0.0057, 0.0076
O, -0.0019, 0.0024, -0.007
O, 0.0044, -0.0012, -0.0001
O, 0.0029, 0.0097, 0.008
O, 0.0027, -0.0012, -0.045
O, -0.0006, 0.0028, -0.0062
O, 0.0185, 0.0043, -0.0587
O, 0.0038, 0.0053, 0.0047
O, -0.0017, 0.0003, -0.0038
O, 0.0009, -0.0029, 0.0004
O, 0.0011, -0.0023, 0.0024
O, 0.0079, -0.0063, -0.0095
O, -0.0003, -0.0009, -0.0039
O, -0.0008, 0.0014, -0.0043
O, 0.0075, -0.0017, 0.0131
O, -0.0008, 0.0004, -0.0049
O, 0.0021, -0.0012, -0.0031
O, 0.0015, 0.0033, 0.0059
O, -0.0152, -0.007, 0.0046
N, 0.0287, -0.0034, -0.0305
O, -0.0012, 0.0013, -0.0049
O, -0.0052, 0.0034, -0.0038
O, 0.0027, -0.0019, 0.0013
O, -0.0015, 0.0008, -0.0019
O, 0.0045, -0.0119, 0.0086
O, 0.0018, 0.0056, -0.0071
O, 0.0007, -0.0023, -0.0033
O, -0.0053, -0.0025, -0.001
O, -0.0003, -0.0003, -0.0026
O, -0.0023, -0.0045, 0.0008
O, 0.0002, 0.0005, -0.0029
O, 0.0001, -0.0002, -0.006
N, -0.0122, 0.0055, 0.0265
O, -0.0029, 0.0028, -0.0032
O, 0.002, -0.0034, 0.0084
O, 0.0066, -0.0003, 0.0034
O, -0.0018, 0.0004, 0.0055
O, -0.0382, -0.0157, -0.0264
O, 0.0001, 0.0069, -0.0022
O, -0.0052, -0.0129, -0.0019
O, -0.0009, 0.003, -0.004
O, 0.0003, -0.0029, -0.0054
O, -0.0001, -0.001, 0

The program warned: the cutoff lies below the one the program advises for these potential files; the exchange-correlation potential is rough where the density is thin.
